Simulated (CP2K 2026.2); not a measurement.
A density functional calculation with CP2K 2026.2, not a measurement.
Periodic cell of 507 atoms, Si360O147, from a study of silicon, its oxide and their interface. The atomic structure is a simulated model.
Doubt: the forces sum to 2.73 eV/angstrom along one axis rather than to zero, so they err by at least 0.0054 eV/angstrom per atom on average; the grid cutoff is modest.

Settings: functional PBE; method Gaussian and plane waves; basis set DZVP-MOLOPT-SR-GTH; pseudopotentials GTH-PBE; grid cutoff 350 Ry, relative cutoff 50 Ry; k points Gamma only; occupations fixed; spin none; net charge 0.

Cell vectors (angstrom)
a	16.32	0	0
b	0	16.32	0
c	7.8878	-7.2406	33.8685

Atoms and the computed forces on them: element, x, y, z (angstrom), force x, y, z (eV/angstrom)
Si	9.792	-6.586	33.693	0.025	0.072	0.228
Si	2.435	3.643	0.509	-0.366	0.374	0.055
Si	19.327	3.082	32.125	0.069	-0.07	-0.176
Si	0.839	5.291	0.766	0.033	-0.096	0.047
Si	16.372	10.825	2.768	0.056	-0.041	0.068
Si	1.178	12.43	1.494	0.19	0.002	0.545
Si	12.898	-2.789	32.945	0.17	-0.435	-0.173
Si	13.769	-4.504	31.786	-0.316	0.389	0.347
Si	7.148	5.415	0.928	0.003	0.076	0.559
Si	8.259	9.363	1.032	-0.243	0.015	0.021
Si	6.643	11.195	0.96	0.516	-0.395	-0.11
Si	17.8	5.643	31.692	0.034	0.137	-0.169
Si	18.482	-3.706	30.453	-0.01	0.027	0.064
Si	13.338	2.746	0.244	0.153	-0.048	0.735
Si	18.097	-3.939	33.454	-0.256	0.294	0.211
Si	11.893	7.225	1.372	-0.153	0.145	0.352
Si	10.664	9.36	1.09	-0.134	-0.044	0.6
Si	14.892	13.751	0.4	-0.037	-0.047	0.111
Si	0.732	0.173	2.51	0.157	-0.458	0.261
Si	2.675	2.629	3.192	0.207	0.145	0.594
Si	16.165	5.141	2.857	0.326	0.376	0.166
Si	3.077	8.532	2.798	0.094	0.153	0.449
Si	15.191	9.416	1.316	-0.203	0.074	0.543
Si	2.795	13.604	2.735	-0.399	-0.364	0.236
Si	6.082	0.611	2.809	0.206	0.253	0.541
Si	7.825	2.546	2.838	0.011	-0.052	-0.041
Si	6.191	6.149	2.924	-0.031	0.027	0.021
Si	7.746	7.999	2.986	0.04	0.035	0.038
Si	4.797	10.23	2.906	-0.186	-0.117	0.592
Si	7.855	13.399	2.722	0.371	0.059	0.706
Si	11.192	15.849	2.133	0.012	-0.402	0.531
Si	13.713	3.032	2.606	-0.407	-0.349	0.005
Si	10.676	5.542	2.61	-0.015	-0.07	0.1
Si	13.614	8.206	2.668	0.037	0	0.024
Si	11.318	11.073	2.729	-0.033	0.042	-0.037
Si	13.123	12.789	2.729	-0.175	-0.109	0.52
Si	14.722	1.361	3.937	-0.205	0.325	0.361
Si	1.337	4.114	4.343	-0.026	0.034	-0.001
Si	14.979	6.824	4.015	0.014	-0.033	0.036
Si	1.394	9.495	4.128	0.056	0.001	-0.004
Si	14.936	12.113	4.083	0.005	0.052	0
Si	1.49	14.954	4.093	-0.029	0.027	-0.046
Si	4.316	1.398	4.223	0.087	0.001	-0.052
Si	6.861	4.219	4.183	0.006	0.061	0.019
Si	4.168	6.845	4.021	-0.012	-0.04	-0.064
Si	6.598	9.509	4.275	-0.026	0.138	0.056
Si	4.041	12.15	4.063	0.104	-0.049	0
Si	6.828	15.025	4.087	-0.004	0.06	-0.026
Si	9.467	1.426	4.035	-0.328	0.212	0.463
Si	12.123	4.187	3.93	-0.006	-0.025	-0.027
Si	9.496	6.899	4.12	0.011	0.041	-0.022
Si	12.355	9.537	4.162	-0.01	0.031	-0.006
Si	9.538	12.174	3.917	-0.038	0.016	-0.005
Si	12.189	14.657	3.895	0.005	-0.01	-0.059
Si	13.47	-0.116	5.265	0.052	-0.009	0.012
Si	16.217	2.616	5.439	-0.084	-0.025	-0.078
Si	13.553	5.465	5.348	0.058	-0.043	0.026
Si	16.335	8.129	5.435	-0.024	0.016	-0.001
Si	13.677	10.827	5.568	0	0.019	0.012
Si	16.27	13.639	5.34	0.013	-0.037	0.01
Si	2.844	-0.011	5.469	-0.016	-0.013	0.024
Si	5.513	2.862	5.571	-0.039	0.006	0.029
Si	2.799	5.505	5.479	0.087	-0.002	-0.012
Si	5.35	8.126	5.626	0.007	-0.084	-0.005
Si	2.657	10.918	5.513	0.012	-0.021	-0.03
Si	5.423	13.597	5.381	-0.053	0.024	0.001
Si	8.252	-0.033	5.46	0.101	-0.006	-0.028
Si	10.869	2.767	5.362	0.008	-0.023	0.004
Si	8.265	5.47	5.548	0.013	-0.014	-0.05
Si	10.907	8.211	5.441	0.005	-0.051	0.029
Si	8.133	10.902	5.375	0.029	-0.006	-0.023
Si	10.808	13.516	5.394	-0.057	-0.02	-0.004
Si	14.905	-1.344	6.707	-0.033	-0.011	0.019
Si	17.684	1.324	6.766	0.023	0.022	-0.002
Si	14.884	4.054	6.744	0.02	0.05	-0.038
Si	17.705	6.822	6.817	0.022	0.001	0.008
Si	15.022	9.469	6.873	0.025	-0.01	-0.007
Si	17.609	12.3	6.798	-0.042	0.009	-0.017
Si	4.112	-1.404	6.828	-0.011	0.002	0.014
Si	6.878	1.381	6.807	0.021	0.031	-0.074
Si	4.076	4.12	6.892	-0.008	0.041	-0.006
Si	6.8	6.768	6.876	-0.011	0.014	0.008
Si	4.006	9.55	6.891	-0.01	0.02	0.022
Si	6.815	12.279	6.761	0.022	-0.019	-0.025
Si	9.55	-1.406	6.822	0	-0.001	-0.006
Si	12.205	1.323	6.685	-0.011	0.032	-0.012
Si	9.58	4.066	6.855	0.042	0.033	0.009
Si	12.247	6.808	6.784	-0.011	0.008	0.014
Si	9.492	9.543	6.769	0.002	0.017	0.027
Si	12.226	12.218	6.787	-0.031	0.023	-0.003
Si	16.302	-0.028	8.108	0.012	0.003	0.001
Si	2.687	2.71	8.157	-0.02	-0.004	-0.012
Si	16.299	5.411	8.102	0.026	-0.022	-0.013
Si	2.675	8.182	8.235	-0.008	0.005	0.009
Si	16.326	10.9	8.192	0.007	-0.017	0.008
Si	2.7	13.604	8.168	0.02	-0.02	-0.003
Si	5.478	0.002	8.141	-0.018	0.005	-0.015
Si	8.204	2.71	8.202	-0.003	0.024	-0.001
Si	5.448	5.436	8.25	0.011	-0.002	0.005
Si	8.164	8.172	8.17	0.004	0.026	-0.017
Si	5.451	10.911	8.15	0.017	0.003	-0.016
Si	8.158	13.596	8.17	-0.009	-0.008	0.013
Si	10.897	-0.007	8.135	0.005	0.017	-0.007
Si	13.556	2.682	8.103	0.004	-0.016	-0.024
Si	10.92	5.448	8.183	0.019	-0.026	0.005
Si	13.607	8.135	8.18	-0.014	-0.022	-0.01
Si	10.865	10.872	8.155	-0.023	-0.013	-0.01
Si	13.587	13.608	8.118	0.022	-0.015	0.018
Si	14.972	1.386	14.944	0.004	0.011	-0.009
Si	17.665	4.108	14.983	-0.008	0.013	-0.003
Si	14.975	6.819	14.966	0.006	-0.001	-0.005
Si	17.706	9.533	14.981	0.001	-0.015	0.002
Si	14.983	12.276	14.955	-0.014	0.016	-0.014
Si	17.705	-1.347	14.97	0	-0.016	0
Si	4.048	1.348	14.96	0.003	0	-0.006
Si	6.754	4.045	14.927	0.012	-0.002	-0.008
Si	4.059	6.804	14.986	0	-0.003	0.004
Si	6.754	9.488	14.958	0.007	0.011	-0.004
Si	4.085	12.253	15.002	-0.012	-0.009	0
Si	6.792	-1.401	14.965	-0.001	0.005	0.003
Si	9.512	1.313	14.95	0.01	-0.003	0
Si	12.252	4.067	14.942	0.011	-0.006	0.01
Si	9.494	6.78	14.891	-0.019	0.019	-0.008
Si	12.269	9.541	14.947	-0.01	-0.022	-0.012
Si	9.513	12.221	14.964	0.013	-0.012	0.007
Si	12.259	-1.348	14.959	0.003	-0.012	-0.004
Si	13.613	0.05	16.304	0.007	0.006	0.002
Si	16.307	2.743	16.334	0	-0.003	-0.01
Si	13.612	5.44	16.298	-0.015	0.02	-0.004
Si	16.344	8.18	16.338	-0.005	-0.004	-0.008
Si	13.633	10.924	16.314	0.015	-0.022	0.004
Si	16.363	-2.706	16.33	-0.006	-0.004	-0.008
Si	19.041	0.001	16.366	-0.003	0.028	0.008
Si	5.396	2.7	16.317	-0.006	0.004	-0.004
Si	19.009	5.471	16.366	-0.006	-0.007	0.001
Si	5.399	8.156	16.375	0.005	-0.009	0.015
Si	19.058	10.888	16.371	-0.003	0.01	-0.009
Si	5.448	-2.723	16.384	0.04	0.001	0.015
Si	8.161	-0.068	16.322	-0.004	0.001	-0.003
Si	10.891	2.678	16.275	0.006	-0.001	-0.003
Si	8.115	5.424	16.235	0.016	0.019	0.007
Si	10.867	8.143	16.21	0.027	0.018	-0.017
Si	8.122	10.837	16.285	-0.017	-0.019	0.001
Si	10.914	-2.742	16.295	0.007	0.021	0.009
Si	15.032	-1.267	17.621	0.035	0.027	0.023
Si	17.69	1.416	17.695	-0.015	-0.028	-0.018
Si	14.936	4.089	17.705	-0.004	0.008	-0.004
Si	17.653	6.833	17.767	0.005	0.026	0.005
Si	15.032	9.601	17.668	0.024	0.029	0.03
Si	17.705	12.255	17.731	-0.008	0.01	-0.017
Si	20.401	-1.351	17.756	-0.015	-0.012	0.025
Si	6.737	1.273	17.63	0.011	0.02	-0.003
Si	20.37	4.087	17.69	0.022	-0.019	0.002
Si	6.786	6.743	17.659	-0.018	0.015	0.005
Si	20.374	9.528	17.786	0.001	-0.01	0.024
Si	6.799	12.165	17.705	-0.024	-0.03	0.015
Si	9.552	-1.434	17.676	-0.015	0.006	0
Si	12.246	1.373	17.705	-0.014	-0.01	0.033
Si	9.479	4.046	17.534	-0.017	-0.013	-0.024
Si	12.207	6.812	17.58	0.006	0.008	0.025
Si	9.513	9.463	17.57	0.007	-0.053	-0.011
Si	12.273	12.261	17.694	-0.023	-0.006	0.019
Si	16.327	0.104	19.062	-0.004	0.002	-0.024
Si	19.03	2.752	19.089	-0.032	0.05	0.011
Si	16.285	5.432	19.093	0.035	-0.015	-0.007
Si	18.957	8.226	19.188	-0.037	0.043	0.022
Si	16.381	10.925	19.149	-0.026	-0.058	0.01
Si	19.044	-2.719	19.12	-0.02	0.049	0.001
Si	5.437	-0.002	19.144	0.032	0.1	0.073
Si	8.112	2.678	18.856	0.044	-0.014	0.007
Si	5.413	5.415	19.054	0.041	-0.007	0.018
Si	8.224	8.066	18.951	-0.017	0.01	-0.034
Si	5.456	10.858	19.164	-0.034	-0.02	0.031
Si	8.26	-2.885	19.024	0.063	0.002	0.004
Si	10.889	-0.042	19.027	0.023	0.031	0.028
Si	13.54	2.796	19.102	0.005	0.005	-0.027
Si	10.824	5.395	18.866	-0.042	-0.005	-0.033
Si	13.572	8.242	18.858	-0.008	0.013	-0.052
Si	10.839	10.813	18.925	0.015	0.014	-0.014
Si	13.696	-2.603	18.951	0.023	0	-0.021
Si	14.942	1.465	20.436	0.028	-0.018	-0.015
Si	17.69	4.114	20.493	0.014	0.04	0.034
Si	14.769	6.826	20.232	-0.071	-0.032	0.016
Si	17.609	9.576	20.706	0.003	-0.046	-0.01
Si	15.022	-3.913	20.371	0.043	0.04	-0.002
Si	17.717	-1.242	20.409	-0.006	0.013	-0.029
Si	20.397	1.473	20.519	0.043	-0.025	-0.025
Si	6.801	3.946	20.295	-0.113	-0.037	-0.053
Si	20.424	6.853	20.416	-0.069	-0.034	0.024
Si	6.969	9.415	20.342	-0.011	0.043	-0.013
Si	20.365	-4.084	20.55	0.024	-0.028	0.041
Si	6.867	-1.556	20.294	-0.026	-0.014	0.041
Si	9.433	1.357	20.235	-0.068	-0.045	-0.03
Si	12.058	4.15	20.394	0.121	0.009	0.03
Si	9.553	6.677	20.319	0.049	-0.004	0.083
Si	12.236	9.54	20.267	-0.014	-0.031	-0.033
Si	9.606	-4.251	20.465	-0.055	0.026	0.019
Si	12.339	-1.335	20.382	-0.051	0.004	0.009
Si	13.542	0.143	21.801	-0.021	-0.012	0.024
Si	16.318	2.767	21.866	0.32	-0.289	-0.267
Si	12.946	6.026	21.544	-0.283	0.199	-0.603
Si	15.791	8.278	21.717	0.473	-0.202	-0.233
Si	13.177	11.417	21.391	0.023	0.01	0.036
Si	16.264	-2.444	21.811	-0.435	0.163	-0.348
Si	19.16	0.003	21.864	-0.014	-0.038	0.052
Si	5.606	2.689	21.905	0.159	0.027	0.098
Si	19.06	5.546	21.804	0.063	-0.113	-0.826
Si	5.651	8.066	21.705	0.012	0.015	-0.023
Si	19.196	10.849	22.132	-0.113	-0.017	-0.001
Si	5.608	-2.839	21.814	-0.014	-0.011	-0.03
Si	8.177	-0.123	21.539	-0.304	0.308	-0.26
Si	10.662	2.717	21.676	-0.022	-0.001	-0.022
Si	8.189	5.199	21.644	0.102	0.036	-0.047
Si	11.207	7.819	21.556	-0.047	0.012	0.075
Si	8.395	10.529	21.866	0.099	0.006	-0.023
Si	11.474	-3.219	21.495	-0.095	0.003	0.019
Si	16.317	-4.738	25.103	0.495	0.097	-0.37
Si	17.513	1.143	23.147	0.168	0.258	-0.729
Si	14.69	4.814	23.772	0.028	-0.037	-0.119
Si	14.005	10.329	23.246	-0.155	0.482	-0.411
Si	21.86	10.297	27.391	-0.004	-0.139	-0.02
Si	18.213	-4.013	23.838	-0.185	-0.636	0.036
Si	21.035	-0.995	23.054	0.006	-0.052	0.015
Si	6.464	0.731	22.9	-0.081	-0.009	-0.028
Si	21.507	4.561	23.447	0.776	-0.086	-0.395
Si	6.755	6.407	22.992	-0.045	-0.057	0.139
Si	21.2	9.877	22.958	0.005	0.042	0.092
Si	6.621	-4.702	23.036	-0.185	-0.187	-0.547
Si	10.257	-0.3	23.737	0.409	0.299	-0.268
Si	11.888	1.292	23.006	-0.209	-0.433	-0.35
Si	9.062	3.576	23.195	-0.151	0.028	-0.022
Si	16.724	7.051	23.374	-0.396	0.192	-0.41
Si	9.787	8.906	23.192	0.065	-0.039	-0.025
Si	11.43	-3.082	23.794	-0.014	0.156	-0.573
Si	14.647	9.304	28.366	-0.019	-0.13	0.011
Si	11.617	-4.448	29.797	-0.019	0.037	0.011
Si	16.177	4.83	29.143	0.015	0.057	-0.074
Si	20.239	0.28	27.193	0.038	-0.104	-0.072
Si	11.157	10.325	24.535	-0.317	-0.344	-0.46
Si	9.17	-2.836	30.626	-0.039	0.079	0.036
Si	15.92	-4.869	30.036	0.059	-0.036	0.041
Si	9.761	4.983	24.978	-0.323	0.177	-0.446
Si	8.902	0.908	28.44	0.094	-0.112	0.093
Si	18.026	2.185	26.078	0.045	-0.098	-0.018
Si	18.48	5.057	26.96	0.064	-0.043	0.085
Si	17.556	1.02	30.694	-0.02	0.076	0.105
Si	15.883	1.896	28.205	0.022	0.081	0.062
Si	11.779	9.742	27.5	0.159	0.114	0.11
Si	15.471	0.782	33.139	0.181	0.363	0.474
Si	23.063	6.289	31.221	0.225	-0.414	-0.236
Si	16.073	-6.144	32.62	-0.081	0.083	-0.127
Si	14.012	-2.668	25.368	-0.092	0.02	-0.021
Si	6.501	2.102	27.093	-0.099	-0.037	-0.081
Si	10.012	0.157	31.271	-0.058	-0.176	0.053
Si	6.78	-3.636	26.004	-0.094	-0.013	-0.034
Si	21.183	8.929	33.786	0.006	-0.046	-0.083
Si	21.506	4.837	26.632	0.031	0.088	-0.176
Si	9.277	7.904	31.514	0.007	-0.126	-0.06
Si	19.623	-6.224	29.408	-0.09	0.021	-0.112
Si	18.213	7.889	25.707	-0.003	0.614	0.556
Si	12.092	-2.152	27.864	-0.066	-0.031	0.082
Si	11.368	2.578	27.936	-0.109	-0.016	-0.018
Si	21.053	8.903	25.056	0.62	-0.081	-0.346
Si	23.495	-2.512	32.999	0.502	0.029	0.491
Si	8.018	1.646	24.357	-0.174	0.175	-0.655
Si	13.226	5.815	32.685	-0.142	-0.034	0.122
Si	19.668	-1.04	30.031	-0.034	0.12	-0.079
Si	13.275	0.585	28.84	-0.021	-0.139	-0.03
Si	17.377	9.442	27.19	0.368	-0.508	-0.349
Si	12.513	3.543	25.225	-0.141	0.064	-0.143
Si	7.908	4.38	30.601	-0.326	0.464	0.206
Si	8.975	-2.131	27.686	0.084	-0.065	0.078
Si	22.207	2.709	32.254	0.096	0.006	0.126
Si	4.471	15.47	0.692	-0.063	-0.013	0.018
Si	20.474	-2.034	25.094	0.191	0.267	-0.575
Si	10.921	7.239	29.006	0.059	-0.049	0.122
Si	21.431	-0.34	32.474	-0.06	-0.014	0.138
Si	13.055	0.132	31.68	-0.149	0.021	0.112
Si	13.845	6.704	29.753	-0.008	0.073	-0.034
Si	9.07	4.175	1.439	-0.082	-0.08	0.159
Si	8.979	14.765	0.162	0.157	0.136	0.154
Si	1.31	7.533	0.39	0.221	-0.521	0.142
Si	20.233	7.516	31.131	0.072	0.046	0.203
Si	10.181	5.207	32.559	0.006	0.01	-0.036
Si	6.413	7.758	26.325	-0.551	0.175	-0.501
Si	9.451	4.767	28.083	0.013	-0.033	-0.156
Si	8.591	7.132	24.409	0.19	-0.191	-0.392
Si	15.095	-0.902	23.196	-0.219	-0.282	-0.74
Si	14.952	1.355	9.468	0.015	0.022	0.005
Si	17.653	4.079	9.502	-0.003	-0.008	0.015
Si	14.973	6.772	9.512	-0.005	0.021	-0.004
Si	17.663	9.55	9.576	0.011	0.013	0.008
Si	14.937	12.255	9.513	-0.014	-0.004	-0.001
Si	17.66	-1.357	9.514	-0.035	-0.008	0.003
Si	4.08	1.348	9.495	-0.002	0.028	-0.004
Si	6.811	4.05	9.559	0.003	0.002	0.01
Si	4.065	6.815	9.557	0.011	0.02	0.006
Si	6.798	9.537	9.518	0.012	-0.016	0
Si	4.077	12.247	9.52	-0.02	-0.01	-0.002
Si	6.806	-1.357	9.527	0.055	-0.003	-0.009
Si	9.545	1.331	9.532	0.006	0.004	0.011
Si	12.251	4.052	9.518	-0.006	0.023	0.006
Si	9.528	6.802	9.525	-0.01	-0.024	-0.007
Si	12.234	9.513	9.517	0	0.007	-0.003
Si	9.517	12.231	9.522	-0.012	0.015	0.003
Si	12.257	-1.354	9.502	-0.001	0.016	0.006
Si	13.615	0.004	10.861	0.003	-0.011	-0.004
Si	16.303	2.712	10.855	-0.012	0.009	0.004
Si	13.612	5.422	10.872	0.038	-0.038	0.003
Si	16.304	8.158	10.889	-0.001	0.011	-0.002
Si	13.59	10.886	10.877	0.001	0.006	0.01
Si	16.315	13.6	10.88	0.009	-0.008	0.007
Si	2.714	0.003	10.869	0	-0.003	0.008
Si	5.424	2.697	10.892	0.022	-0.011	0.008
Si	2.695	5.435	10.879	-0.024	0.002	-0.013
Si	5.434	8.18	10.888	-0.009	0.008	0.005
Si	2.73	10.896	10.904	0.005	-0.03	0.008
Si	5.435	13.606	10.881	-0.009	0.022	-0.004
Si	8.168	-0.014	10.889	-0.008	0.007	0.008
Si	10.887	2.704	10.883	-0.008	-0.002	0.003
Si	8.165	5.433	10.888	0.001	0	0.009
Si	10.88	8.158	10.89	0.006	-0.006	0
Si	8.158	10.88	10.886	0.018	0.007	-0.007
Si	10.886	13.603	10.861	-0.011	-0.006	-0.005
Si	14.971	-1.346	12.234	0.005	0.003	-0.002
Si	17.672	1.368	12.227	-0.011	0.012	0.004
Si	14.97	4.08	12.233	-0.003	0.006	0.006
Si	17.676	6.808	12.246	0.007	-0.002	-0.003
Si	14.959	9.53	12.242	-0.007	-0.016	0.001
Si	17.683	12.252	12.254	0.005	0.002	0
Si	4.075	-1.358	12.239	-0.003	-0.015	-0.005
Si	6.791	1.334	12.245	-0.001	-0.014	-0.002
Si	4.052	4.071	12.239	-0.002	0.004	-0.006
Si	6.78	6.791	12.23	0.006	0.004	-0.007
Si	4.079	9.531	12.258	0.002	0.015	0.003
Si	6.792	12.234	12.241	0.002	-0.015	0.004
Si	9.524	-1.38	12.237	0.012	0.004	0.003
Si	12.251	1.349	12.233	0.01	0.02	0.01
Si	9.518	4.057	12.239	0.008	-0.01	-0.003
Si	12.252	6.792	12.233	-0.002	-0.002	-0.003
Si	9.515	9.52	12.244	-0.013	-0.003	0.006
Si	12.239	12.252	12.238	0.001	0.01	0.003
Si	16.333	0.005	13.604	-0.002	-0.006	0.003
Si	19.012	2.725	13.612	-0.011	-0.008	0.008
Si	16.319	5.45	13.601	0.004	-0.005	-0.005
Si	19.04	8.165	13.609	0.006	0.011	-0.004
Si	16.331	10.884	13.613	0.009	0	-0.005
Si	19.053	-2.714	13.616	0.005	0.015	0.006
Si	5.432	-0.016	13.618	0.007	0.008	0
Si	8.151	2.693	13.597	-0.01	0.007	0.008
Si	5.405	5.439	13.596	-0.005	-0.005	0.001
Si	8.128	8.158	13.578	-0.003	-0.02	-0.004
Si	5.426	10.891	13.619	-0.001	-0.011	-0.001
Si	8.161	-2.74	13.597	-0.009	0.002	-0.005
Si	10.887	-0.019	13.586	-0.008	0	-0.002
Si	13.61	2.722	13.579	0.012	0.005	-0.004
Si	10.887	5.419	13.577	-0.002	-0.009	0
Si	13.61	8.164	13.596	0.005	0.014	-0.008
Si	10.884	10.883	13.595	0.001	0.006	0.003
Si	13.613	-2.701	13.59	0.009	0.004	-0.006
O	20.359	8.139	32.63	-0.423	0.058	0.139
O	1.529	1.562	2.738	-0.111	0.035	-0.032
O	16.277	8.285	0.87	-0.261	-0.09	-0.036
O	14.996	4.056	2.495	-0.009	-0.063	-0.256
O	1.795	11.822	0.1	0.23	-0.711	-0.152
O	3.752	14.637	1.876	0.061	0.204	-0.04
O	5.629	0.084	1.327	0.198	0.019	-0.433
O	15.511	-0.772	33.638	0.249	-0.162	-0.294
O	9.239	9.335	32.237	-0.446	0.402	-0.177
O	5.252	10.43	1.327	-0.454	-0.355	-0.253
O	17.096	6.465	32.864	-0.376	0.014	-0.153
O	14.951	-3.873	30.856	0.044	0.611	-0.138
O	18.365	9.893	28.397	-0.163	0.202	0.124
O	18.339	-0.379	30.654	-0.101	-0.18	0.226
O	13.62	13.127	1.19	-0.278	-0.283	-0.31
O	15.478	0.462	2.763	-0.342	-0.288	-0.226
O	10.343	0.736	2.8	0.018	0.467	-0.254
O	14.485	8.988	22.447	-0.132	-0.458	-0.151
O	13.483	5.586	23.022	-0.187	0.231	0.471
O	17.439	-3.019	22.809	0.237	0.285	-0.115
O	9.352	-0.853	22.478	0.124	-0.433	-0.14
O	20.846	10.153	26.123	-0.232	0.272	-0.269
O	10.834	-1.681	24.423	0.05	-0.014	0.443
O	12.461	0.087	1.289	0.121	0.137	0.032
O	22.561	2.949	33.83	0.034	0.559	0.055
O	22.635	8.858	27.554	0.306	-0.099	0.434
O	12.632	-5.18	30.833	-0.213	-0.443	-0.087
O	6.55	-4.798	27.11	0.537	0.189	0.267
O	9.776	6.781	32.581	0.237	0.319	0.572
O	15.06	-5.535	28.864	-0.271	0.403	-0.194
O	10.075	1.654	27.605	0.096	0.072	-0.518
O	7.48	1.662	28.297	-0.181	0.274	0.41
O	16.403	-6.089	31.022	0.263	-0.538	-0.319
O	11.392	4.729	25.06	0.156	0.525	-0.063
O	14.552	1.014	27.96	0.142	-0.295	-0.666
O	23.418	3.125	31.264	0.155	-0.498	-0.329
O	14.181	8.287	29.544	0.128	0.374	0.504
O	7.957	7.778	25.804	0.514	0.136	0.372
O	16.107	8.74	33.312	-0.455	-0.029	0.003
O	11.339	-2.997	33.285	-0.209	0.042	-0.418
O	17.162	-3.979	29.547	0.003	0.276	-0.541
O	9.148	4.645	26.485	-0.405	-0.377	0.22
O	22.238	-3.455	33.391	-0.144	-0.044	-0.284
O	19.986	4.83	22.937	-0.5	-0.076	0.207
O	16.265	13.483	1.196	-0.102	0.516	0.065
O	16.874	-5.565	26.375	-0.05	0.334	0.265
O	17.268	-5.334	33.346	0.317	-0.473	0.481
O	21.596	6.751	30.701	0.039	-0.055	-0.331
O	16.459	0.976	31.871	0.01	0.175	-0.067
O	12.31	1.869	29.024	-0.196	0.21	0.675
O	9.734	6.295	28.479	-0.339	0.33	-0.112
O	18.961	6.53	31.006	-0.171	0.149	-0.519
O	22.85	-1.062	32.695	0.014	0.55	-0.198
O	22.893	5.87	32.795	-0.002	-0.47	-0.017
O	13.837	0.124	30.271	0.623	-0.11	-0.051
O	19.931	-0.946	26.175	-0.219	0.205	-0.009
O	11.792	5.084	32.413	0.11	-0.542	-0.064
O	2.577	8.116	1.263	0.35	0.219	-0.207
O	13.18	-2.516	26.734	0.278	0.03	0.286
O	8.57	-2.767	29.121	-0.502	0.004	-0.006
O	8.717	-0.549	27.791	-0.267	0.05	-0.345
O	12.316	6.455	29.267	-0.012	-0.368	-0.033
O	3.307	3.311	1.842	0.683	0.32	0.093
O	20.442	-0.448	33.766	-0.121	0.033	0.147
O	19.722	7.97	25.129	-0.064	-0.348	0.107
O	14.497	-1.288	24.675	-0.005	0.502	0.275
O	20.957	-5.697	28.67	0.231	0.302	0.387
O	7.107	-4.303	24.562	0.177	-0.222	0.047
O	18.024	6.364	26.169	-0.467	-0.058	-0.143
O	1.012	-0.121	0.937	-0.409	-0.369	-0.305
O	14.238	4.805	33.47	0.438	0.138	-0.494
O	18.292	3.768	26.023	0.065	0.236	-0.63
O	14.639	15.336	0.235	0.461	0.278	0.216
O	18.062	6.44	22.709	-0.1	0.34	-0.047
O	20.061	5.122	27.319	0.005	0.134	0.71
O	8.038	14.154	1.297	-0.349	0.32	-0.325
O	17.163	8.142	24.497	-0.181	0.275	-0.277
O	12.435	2.331	24.16	0.051	-0.141	-0.135
O	14	4.192	25.103	0.289	-0.033	0.455
O	10.8	3.974	28.482	0.302	0.158	0.292
O	11.342	-5.49	28.608	-0.371	-0.122	0.057
O	15.857	5.875	24.105	0.083	0.081	0.596
O	21.815	1.165	32.082	0.195	-0.105	-0.233
O	19.285	-5.109	30.523	0.131	-0.053	0.596
O	9.917	-1.441	31.009	0.525	-0.038	-0.193
O	12.727	10.009	24.196	0.005	-0.262	0.339
O	12.978	-3.313	24.292	0.153	-0.546	-0.009
O	9.308	0.886	30.013	-0.306	0.395	0.171
O	5.971	4.432	0.376	-0.143	-0.526	0.202
O	21.683	0.959	26.911	-0.016	-0.165	-0.022
O	15.565	3.361	28.834	-0.485	-0.028	0.212
O	13.929	6.25	31.299	0.318	-0.18	0.185
O	9.321	0.582	32.666	-0.368	0.294	0.026
O	15.999	8.707	27.699	-0.153	-0.642	-0.17
O	13.002	-1.366	32.228	0.177	-0.051	-0.126
O	19.66	-4.16	33.834	-0.08	0.01	0.075
O	19.33	-3.158	24.714	0.153	-0.161	0.301
O	16.869	1.182	29.256	0.067	-0.239	-0.129
O	18.084	-3.257	31.964	-0.242	0.387	0.064
O	21.587	-5.895	33.357	0.393	0.001	-0.482
O	9.233	0.566	24.689	0.099	0.139	0.693
O	13.923	1.069	32.68	-0.509	0.647	0.203
O	15.308	3.639	22.847	-0.197	-0.242	0.072
O	18.472	4.392	32.426	-0.124	-0.139	0.519
O	9.38	4.49	31.345	0.257	-0.112	-0.274
O	21.396	4.391	25.069	-0.157	-0.023	0.096
O	17.512	4.999	28.246	0.213	0.124	0.277
O	11.16	8.317	27.86	-0.153	-0.057	-0.446
O	7.781	7.538	31.017	-0.13	0.427	-0.406
O	22.183	3.567	27.382	0.031	0.173	0.358
O	10.674	-4.446	24.27	-0.542	0.101	0.254
O	6.853	12.178	2.256	-0.365	-0.097	0.499
O	19.133	1.432	26.977	-0.094	0.337	0.531
O	20.784	-1.033	31.18	0.065	-0.522	-0.266
O	7.979	-3.096	31.693	-0.217	-0.58	-0.398
O	19.961	8.695	30.088	-0.044	-0.088	-0.284
O	8.034	-2.747	26.522	0.229	-0.061	-0.441
O	11.075	10.17	26.132	-0.289	-0.005	0.209
O	12.292	2.843	26.651	0.355	-0.224	0.125
O	15.332	10.747	24.098	0.074	-0.174	0.033
O	10.372	7.966	30.335	0.262	0.417	-0.2
O	10.558	-2.37	27.371	-0.128	-0.083	-0.567
O	12.294	-3.101	29.169	0.483	0.251	0.168
O	13.393	9.566	27.369	0.256	-0.091	-0.575
O	9.678	-4.98	33.813	-0.436	-0.034	-0.307
O	11.546	0.631	31.443	0.103	0.408	-0.151
O	19.298	2.248	33.497	0.103	-0.16	0.164
O	12.991	7.173	33.528	0.275	0.366	-0.107
O	18.117	1.669	24.561	0.48	-0.078	0.001
O	18.634	2.219	30.941	0.16	0.203	-0.403
O	20.86	3.511	31.812	-0.072	0.381	-0.203
O	20.173	-0.265	28.711	0.448	0.004	0.065
O	10.336	15.129	0.955	0.159	-0.372	-0.379
O	10.27	-4.031	30.598	-0.09	-0.357	0.185
O	16.705	5.081	30.653	-0.174	-0.005	0.202
O	16.326	0.103	23.552	0.056	-0.083	0.323
O	14.944	5.862	28.903	0.002	0.078	-0.513
O	16.581	1.966	26.755	-0.252	-0.197	-0.269
O	14.55	-5.569	32.76	-0.405	-0.127	0.553
O	21.754	-2.75	25.81	-0.058	0.212	0.362
O	11.328	-7.081	33.836	0.26	0.297	-0.109
O	7.399	2.194	25.747	0.099	0.348	0.046
O	19.342	-2.583	29.69	0.134	-0.271	-0.327
O	22.363	6.22	26.773	0.321	-0.117	0.106
O	8.233	4.224	29.009	-0.453	-0.099	-0.116
O	12.366	-0.599	28.217	-0.43	0.317	-0.29
O	15.335	-3.55	25.65	0.022	0.454	0.458

Results
total energy: -102960.282 eV
total energy less fixed offsets of O -438.35, Si -107.03 eV per atom: 7.968 eV
